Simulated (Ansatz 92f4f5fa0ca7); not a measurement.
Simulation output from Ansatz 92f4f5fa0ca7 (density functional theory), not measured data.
Periodic cell of 247 atoms, Si165O82, from a study of silicon, its oxide and their interface. The atomic structure is a simulated model.
Doubt: the cutoff is far below the 930 eV that the study's wrapper takes by default for these files, so forces and energies are approximate.

Settings
functional: PBE
potential files: Ansatz PAW
basis: plane waves
wave-function cutoff: 580 eV
density cutoff ratio: 5
exchange-correlation grid ratio: 1
k mesh: 1 x 1 x 1, Gamma-centred
self-consistency stop: 5e-08 eV per atom in the density residual
occupations: fixed
spin: none
net charge: 0

Cell vectors (angstrom)
a 10.938 0 0
b 0 10.938 0
c 0 0 36.8519

Atoms and the computed forces on them: element, x, y, z (angstrom), force x, y, z (eV/angstrom)
Si 0 0 0.683 -0.0024 -0.0431 0.0061
Si 5.469 0 0.683 0.0294 -0.1027 -0.0059
Si 2.7345 2.7345 0.683 -0.0199 0.0022 -0.005
Si 8.2035 2.7345 0.683 -0.0201 -0.0468 0.0185
Si 0 5.469 0.683 -0.0363 0.0153 -0.0142
Si 5.469 5.469 0.683 -0.0341 -0.0189 0.0075
Si 2.7345 8.2035 0.683 -0.0399 0.0075 0.0105
Si 8.2035 8.2035 0.683 -0.0899 -0.005 -0.0028
Si 1.3673 1.3673 2.0503 0.0055 0.0531 -0.0266
Si 6.8362 1.3673 2.0503 0.0134 0.0101 0.1096
Si 4.1018 4.1018 2.0503 -0.0844 0.1141 0.0718
Si 9.5708 4.1018 2.0503 0.0566 0.0602 -0.0473
Si 1.3673 6.8362 2.0503 0.0776 -0.1033 0.0489
Si 6.8362 6.8362 2.0503 -0.0103 0.1547 -0.0371
Si 4.1018 9.5708 2.0503 0.1787 -0.0193 -0.0786
Si 9.5708 9.5708 2.0503 0.043 0.0451 0.1444
Si 2.7345 0 34.8004 -0.0235 -0.0065 0.1428
Si 8.2035 0 34.8004 -0.0572 -0.1087 -0.17
Si 0 2.7345 34.8004 -0.0718 -0.0219 -0.0727
Si 5.469 2.7345 34.8004 -0.0424 -0.1274 0.062
Si 2.7345 5.469 34.8004 -0.0514 -0.0129 -0.1452
Si 8.2035 5.469 34.8004 -0.0231 -0.1249 0.1565
Si 0 8.2035 34.8004 -0.0872 -0.042 0.0897
Si 5.469 8.2035 34.8004 -0.0992 -0.0961 -0.05
Si 4.1018 1.3673 36.1676 0.0398 0.0101 0.0254
Si 9.5708 1.3673 36.1676 -0.0155 0.0286 -0.0072
Si 1.3673 4.1018 36.1676 -0.0068 0.0077 -0.0067
Si 6.8362 4.1018 36.1676 0.028 0.0258 0.0063
Si 4.1018 6.8362 36.1676 0.0495 0.0267 0.0142
Si 9.5708 6.8362 36.1676 0.0501 0.035 0.0089
Si 1.3673 9.5708 36.1676 0.0356 -0.0035 -0.0042
Si 6.8362 9.5708 36.1676 0.0487 0.066 -0.0204
Si 1.3036 4.0495 30.7151 0.0452 0.0148 -0.1061
Si 9.4259 -1.3881 27.7768 -0.0014 0.0729 0.082
Si 4.0542 6.7944 30.8311 0.0043 -0.0306 -0.0915
Si 5.9203 -0.5981 26.8118 -0.0627 -0.0062 0.1379
Si -3.3907 8.5534 26.6987 0.2087 -0.0515 -0.1147
Si 8.1979 5.384 29.2281 -0.023 0.0258 -0.1198
Si -1.3682 12.2642 30.7239 -0.0194 0.0015 -0.0827
Si 4.1131 9.4354 28.0098 -0.0255 -0.2302 -0.1149
Si 5.4167 -2.8101 29.4786 -0.127 0.0477 0.1453
Si 3.962 4.021 28.0778 -0.0406 -0.1128 0.2599
Si 2.6848 5.4719 29.4532 0.223 -0.0078 0.0068
Si 5.3959 2.6139 29.3421 0.0289 0.0516 -0.1475
Si -4.0959 12.1128 28.1207 -0.1952 -0.1939 0.0732
Si 12.2616 6.7782 28.0015 0.2369 0.0878 -0.0733
Si 2.8954 9.9213 15.4855 -0.0833 -0.0285 0.0464
Si 10.8423 8.2096 29.2077 -0.0544 -0.0051 -0.1427
Si 1.0811 2.5071 22.9366 0.1224 -0.0396 -0.1003
Si 11.3649 5.4173 23.6439 -0.0075 0.1082 -0.2523
Si -5.147 4.6508 24.6789 0.3335 -0.4655 0.1058
Si 10.8813 2.6885 29.2891 -0.0522 0.0368 -0.0361
Si 6.8095 4.0452 30.644 -0.0296 -0.0369 -0.0395
Si 6.5061 1.27 14.838 -0.0356 0.1325 0.1888
Si 1.1831 12.3351 27.7097 -0.0439 -0.0715 -0.1023
Si 2.6371 10.9349 29.1414 -0.0372 -0.0967 -0.1468
Si 3.9977 1.2749 30.6648 0.0729 0.0441 -0.0231
Si 8.2411 -0.1342 29.432 -0.2072 0.0186 0.1117
Si -1.4201 5.7109 21.3218 0.0786 -0.1261 -0.1708
Si 10.7514 3.6472 15.9087 0.1244 -0.0348 0.1388
Si 5.1964 5.5069 26.7931 -0.4176 0.0374 0.0008
Si 9.5351 6.7995 30.6224 -0.043 -0.0028 -0.0019
Si 2.1808 14.2417 26.6489 0.1153 -0.1226 0.0116
Si 6.8207 9.5021 30.7809 0.0362 -0.0386 -0.005
Si 0.0083 -0.0361 32.057 0.003 0.0353 -0.0057
Si 5.4202 -0.0287 32.0675 -0.0105 -0.0944 -0.022
Si 2.7011 2.6902 32.0615 -0.0255 0.025 -0.0365
Si 8.1803 2.7087 32.0559 -0.0238 -0.0309 -0.0491
Si -0.0434 5.4574 32.0491 0.0129 -0.0238 -0.0344
Si 5.4741 5.4075 32.0854 -0.0128 0.0375 0.0024
Si 2.663 8.2229 32.0651 0.0569 -0.0341 -0.0223
Si 8.2071 8.1344 32.0852 -0.1097 -0.0172 -0.0014
Si 1.3497 1.3404 33.4406 0.0309 -0.0306 0.0003
Si 6.8076 1.3478 33.4238 -0.0301 0.0588 0.0117
Si 4.0798 4.0629 33.4321 0.0317 -0.0134 -0.0035
Si 9.5447 4.0868 33.4272 -0.0323 0.0315 0.0015
Si 1.3325 6.8231 33.4277 -0.0021 0.0102 -0.0107
Si 6.8223 6.7997 33.4468 0.0337 0.0008 -0.0011
Si 4.067 9.5517 33.4394 0.0223 0.0232 -0.0029
Si 9.5649 9.5455 33.4264 0.0244 -0.0063 -0.0038
Si 2.7699 0.0232 3.3963 0.038 -0.1009 -0.0319
Si 8.2264 0.0264 3.4336 -0.0109 -0.0697 0.078
Si 0.0267 2.7657 3.4127 -0.0456 -0.0276 0.0522
Si 5.4692 2.753 3.4159 -0.0335 0.0402 -0.0209
Si 2.7414 5.4809 3.451 -0.029 0.0305 0.0484
Si 8.2068 5.4839 3.4037 -0.0113 0.036 0.0177
Si 0.013 8.1955 3.4193 -0.0009 0.0076 0.046
Si 5.4646 8.1972 3.4324 0.0364 0.0197 0.0472
Si 4.0874 1.4136 4.7889 0.0498 -0.0917 0.1343
Si 9.5889 1.4448 4.789 0.0919 0.0799 0.0461
Si 1.3797 4.103 4.84 -0.0062 0.0801 0.0177
Si 6.7938 4.1754 4.7626 0.0021 -0.0949 0.1056
Si 4.1106 6.8417 4.853 0.0023 -0.0135 -0.0094
Si 9.5902 6.8044 4.7945 -0.0548 0.0359 0.1251
Si 1.4602 9.5448 4.7308 0.0054 0.0833 0.0043
Si 6.8459 9.5738 4.7847 -0.051 -0.0255 0.0518
Si -0.5705 2.1306 8.7781 0.0107 -0.0458 -0.1944
Si 3.4197 3.5324 12.7708 0.1793 -0.2305 0.2987
Si -2.2544 0.3898 8.4192 -0.0922 -0.1319 0.0363
Si 5.4905 0.0611 6.1277 -0.0248 0.058 0.0541
Si -0.0089 5.4388 6.2364 0.0392 -0.0408 0.1329
Si 5.4296 5.4409 6.2567 0.0236 0.0902 0.0453
Si 2.7827 8.2397 6.227 0.0422 0.0615 0.1205
Si 8.197 8.162 6.1437 0.07 0.0159 -0.1114
Si 0.1642 0.069 6.0001 -0.1008 -0.197 -0.0512
Si 11.8705 4.6629 11.4158 0.1126 0.136 -0.0382
Si 2.5812 5.3186 9.0128 0.0177 0.1628 0.0553
Si 10.9319 8.3293 8.7111 -0.1122 -0.1026 -0.0877
Si 5.6225 2.6765 9.1111 0.0452 -0.0045 -0.1515
Si 9.4906 4.1244 7.6889 -0.0713 0.0327 0.1576
Si 0.0798 8.9514 14.8659 0.123 0.0932 0.2151
Si 6.9305 8.6542 18.3919 0.032 -0.0922 -0.0513
Si 6.8345 -4.1238 7.61 -0.0264 0.0339 0.0133
Si 8.1869 2.8824 6.1298 -0.1246 -0.0235 0.025
Si 2.8284 0.1462 9.0639 0.1545 -0.0277 0.1017
Si 4.1482 -1.2155 7.592 -0.0557 -0.1933 -0.0394
Si 1.3875 6.8297 7.5683 0.0918 -0.0062 -0.0805
Si 6.8631 1.4671 7.4554 0.039 0.0323 -0.0682
Si -5.1441 8.5566 8.8526 -0.2565 0.0809 0.0541
Si 4.9711 10.8047 17.2938 -0.2285 -0.0647 0.0065
Si -1.2411 -1.3094 7.2116 0.1028 -0.0464 -0.2778
Si 8.2395 2.5044 17.1624 0.0332 0.1619 -0.0013
Si 1.3852 1.3467 7.6032 -0.1856 0.1256 0.085
Si 9.0676 7.7252 9.9981 0.4995 -0.1482 0.0021
Si 0.2072 11.0687 12.6205 0.0729 -0.0977 0.1647
Si 4.1291 4.0124 7.7209 -0.0319 0.0458 0.0856
Si -3.8908 14.7666 10.6824 0.4328 -0.0372 -0.5582
Si 7.7326 9.6537 9.7584 -0.1979 0.5576 0.1132
O -7.1214 9.7317 16.8224 0.1174 0.0663 0.0621
O 16.599 -5.6272 16.3343 0.0085 0.0285 0.0168
O 13.4463 19.3326 10.6951 0.0306 -0.0644 -0.0058
O -10.368 -41.249 15.0359 -0.0412 0.0176 -0.08
O 29.7415 6.5346 15.4043 0.0484 -0.0649 -0.0521
O -0.2519 3.6074 11.7451 -0.08 0.1361 0.0888
O 22.1932 16.8285 25.1909 0.1008 -0.1498 0.3334
O 19.9654 16.9607 13.0239 -0.0109 -0.0789 -0.1266
O 34.2985 11.9887 13.041 0.017 0.0272 -0.1866
O 40.5272 12.8616 15.7291 -0.0236 -0.0847 -0.1064
O 31.4393 25.9953 20.9373 0.0596 -0.0131 0.055
O -8.9915 -3.3515 20.5662 0.0527 0.0002 0.0471
O 26.312 -20.1706 25.2461 -0.3902 0.1224 -0.1297
O -1.1736 4.6136 15.0649 -0.0834 0.0563 -0.1267
O -11.1209 41.8965 20.9695 -0.053 0.1246 0.0761
O 37.1097 26.0466 24.1474 0.1181 0.1146 -0.1175
Si 23.5647 4.1594 18.0435 -0.0715 0.0869 -0.1199
Si 11.4247 26.9292 26.6592 -0.0874 0.1033 -0.0855
Si -14.5124 23.7834 24.6498 -0.1191 0.0458 0.1037
Si 6.7233 17.7393 28.0379 -0.0332 0.054 0.0188
Si 7.5818 -13.9155 21.2302 0.0014 -0.1482 -0.1577
Si 3.8978 8.7713 24.0216 -0.0468 0.2004 0.1545
Si 12.8243 34.5463 14.464 0.0225 -0.135 0.2817
Si 6.3285 6.7391 15.9498 -0.02 0.0077 -0.0334
Si -0.1361 3.242 20.3021 -0.1557 0.2064 -0.1789
Si 9.5565 4.0075 27.7852 -0.0646 -0.104 -0.0039
Si 3.8669 13.3302 18.4628 -0.001 0.081 -0.0802
Si 56.1481 9.5171 10.12 0.1466 -0.1632 0.193
Si 6.5938 -3.4241 24.0744 0.1559 -0.0468 0.1718
Si 24.6221 2.7556 6.2466 -0.0696 -0.0803 0.0429
Si -7.5111 13.8134 24.6838 -0.1884 -0.0735 0.3818
Si -12.018 22.337 23.9158 0.0649 0.3615 0.2409
Si 10.018 20.0467 17.7543 0.123 -0.0198 -0.0947
Si 4.7284 -2.6794 13.6257 0.0043 0.1732 0.2672
Si 27.2081 33.2145 24.7715 0.4553 0.0152 0.2808
Si 8.1501 -5.331 9.2215 -0.0642 -0.2507 0.0605
Si 10.2105 22.3148 26.4067 0.0587 -0.0656 0.1212
Si 19.4384 -5.5428 14.409 0.0686 0.1742 0.1946
Si -2.4499 13.0326 26.7624 0.0188 0.1359 -0.1317
Si 1.3148 9.5597 30.5876 -0.0384 0.0293 -0.0353
Si -12.5497 -10.2483 19.1804 0.1501 -0.0177 -0.0477
Si 3.7598 7.4132 10.9638 0.0216 0.1342 -0.074
Si 4.0034 4.8735 19.7105 -0.0982 0.0321 -0.1999
Si 21.1845 6.9854 12.5735 -0.0586 0.2102 0.2237
Si -10.5158 7.8612 20.074 0.038 -0.0824 -0.1475
Si 6.2228 25.6384 12.9565 -0.2083 0.0809 0.7699
Si 6.3906 21.3852 12.3948 -0.02 -0.126 -0.0464
Si 20.2094 -1.3524 21.4717 0.1305 -0.0019 -0.028
Si 9.8582 13.3219 11.0516 0.1332 -0.3265 -0.3128
Si 13.945 -3.1404 26.6374 -0.1379 0.4378 0.1323
Si 13.6585 28.6968 21.7934 -0.18 -0.0218 -0.1925
Si 16.8414 15.3284 17.6443 -0.0303 -0.0712 -0.0318
Si 15.2949 -9.6127 10.6104 -0.1894 -0.0082 -0.1794
O -22.6223 -22.13 18.1536 -0.0592 0.0338 0.1006
O 18.7199 -13.9125 25.1194 -0.126 0.1079 0.0262
O -4.4676 27.7768 23.8869 0.0054 0.2839 -0.3276
O 11.6267 42.8699 11.4652 -0.0403 0.0302 -0.1589
O -9.9688 15.5041 16.6339 -0.0144 -0.05 -0.0001
O 11.9852 24.7826 21.3647 0.0668 -0.0816 0.1825
O 24.2953 22.4229 15.4521 -0.0233 0.1063 -0.1027
O -15.9836 2.361 13.7873 0.0855 0.0834 -0.2053
O -7.4902 5.9752 10.2691 0.0962 -0.1129 -0.1542
O 39.0446 10.0698 18.0046 0.074 -0.0003 0.0572
O -2.8914 6.3721 21.1476 -0.14 0.1493 0.0564
O 8.2618 13.6364 10.9547 -0.048 0.2073 0.1258
O 29.98 34.2004 18.3465 -0.0461 -0.0373 0.0366
O -16.4277 11.5928 15.9355 0.0665 0.0644 -0.1381
O 18.4832 21.2506 11.2765 0.0697 -0.1291 0.0785
O 5.2134 -2.8472 24.7121 0.1568 -0.0987 -0.1484
O -0.2775 -0.6755 13.9601 -0.064 0.0756 -0.1204
O 8.5595 19.5915 18.3172 -0.0505 -0.0007 0.0065
O -23.257 -13.8266 11.5715 -0.1136 -0.0384 0.0693
O 12.3258 15.4192 9.8466 0.0638 -0.0464 -0.1622
O -6.5668 54.1025 23.796 -0.0315 -0.0244 -0.0754
O 10.3051 1.833 19.7384 -0.0014 -0.091 0.0771
O -9.3688 -12.8901 15.5296 -0.0262 -0.0228 -0.0595
O 2.7195 -2.3456 25.1663 0.0171 -0.1549 0.0266
O 14.6872 -1.4868 14.1779 0.0651 -0.0376 -0.1725
O 6.7221 19.1091 22.5987 -0.0673 0.0419 0.1207
O 16.2842 -14.4462 14.8709 -0.0247 -0.0121 -0.1145
O 5.9316 -23.8664 12.7997 0.0197 -0.0305 -0.0256
O -25.3646 3.8603 17.6439 0.0394 -0.042 -0.0025
O 27.3534 5.1777 19.0327 -0.0202 -0.0251 0.0816
O -0.4158 17.4336 20.3149 -0.0691 -0.0209 0.0257
O 22.3806 4.1473 19.1358 -0.0239 -0.0193 0.162
O -12.3892 20.9928 23.0464 -0.051 -0.0789 -0.1673
O 36.308 29.8591 22.6432 0.1662 0.1723 0.145
O 3.9549 -14.5944 12.5799 -0.0799 -0.1096 -0.1526
O -27.8816 24.9804 17.4479 0.0103 -0.0289 -0.043
O -9.2224 27.89 22.8111 -0.0205 -0.0512 0.09
O 0.4673 -7.1535 23.7455 -0.0405 0.0044 0.0843
O 15.6782 -17.397 12.9533 0.0461 -0.0659 -0.1511
O 17.9329 21.9853 13.8006 0.0257 0.0306 -0.1178
O 14.0471 -19.1142 14.187 0.0058 0.1289 -0.2714
O 5.1374 -10.6219 11.6772 -0.0561 0.1859 -0.0949
O 14.5609 13.4369 11.5135 -0.0463 -0.1294 -0.0108
O 0.2719 8.2405 18.483 -0.0191 0.0482 0.0853
O -10.6867 23.0255 23.2531 0.0667 0.0271 -0.0807
O 13.5604 13.2122 23.3961 -0.1142 -0.0242 -0.1498
O 10.0112 -2.0519 16.1453 -0.0395 0.0124 -0.0692
O 20.7566 24.7523 17.0045 -0.0697 -0.0333 -0.0291
O 13.0917 26.3438 12.451 -0.2434 0.1065 -0.0108
O 3.7414 27.6181 21.0642 0.0311 0.0396 0.1519
O 19.5401 -9.4235 23.6322 0.1863 -0.2618 -0.0846
O 39.4111 8.2742 19.9455 0.0041 -0.0346 0.1033
O 10.8967 51.3937 13.9158 -0.0136 -0.1342 -0.2146
O 14.8907 14.153 19.9081 0.033 -0.0042 -0.0095
O 39.6414 36.2391 24.3195 -0.1515 0.1773 -0.0059
O -0.9247 16.8446 22.8685 -0.0228 0.009 0.065
O 40.0812 4.4479 13.9987 -0.0314 -0.1129 -0.2382
O 11.3391 6.1724 11.6915 0.068 -0.0026 -0.0228
O 36.6692 6.425 26.2847 0.3081 0.0064 0.2052
O -27.6952 7.9759 10.2685 0.1286 0.028 -0.07
O 26.1496 11.7639 18.4384 0.0069 -0.0025 0.0233
O 41.5776 32.6816 20.4763 -0.023 0.0015 0.0979
O -0.9644 1.0904 12.049 -0.2085 0.0567 -0.0369
O 39.189 40.3952 17.3257 0.0076 0.0364 0.0953
O -8.0954 -5.7293 18.5592 0.0704 -0.0296 0.0686
O 24.226 13.5932 17.8866 0.1189 -0.0533 0.0868

Results
free energy: -151524.108 eV
free energy less fixed offsets of O -568.88, Si -635.61 eV per atom: -0.298 eV

The program warned: the cutoff lies below the one the program advises for these potential files; the exchange-correlation potential is rough where the density is thin.
